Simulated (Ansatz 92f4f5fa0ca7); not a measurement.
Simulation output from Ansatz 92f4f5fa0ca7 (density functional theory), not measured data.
Periodic cell of 221 atoms, Si132O88H1, from a study of silicon, its oxide and their interface. The atomic structure is a simulated model.

Settings: functional PBE; potential files Ansatz PAW; basis plane waves; wave-function cutoff 700 eV; density cutoff ratio 5; exchange-correlation grid ratio 1; k mesh 2 x 2 x 1, shifted by 0.5 0.5 0.5 of a step; self-consistency stop 5e-08 eV per atom in the density residual; occupations fixed; spin none; net charge +1 e, with a uniform compensating background and no finite-size correction.

Cell vectors (angstrom)
a 10.938 0 0
b 0 10.938 0
c 0 0 32.9192

Atoms: element, x, y, z (angstrom)
Si -0.3379 0.318 25.3889
Si 5.6973 -0.4235 25.2673
Si 2.547 3.052 25.3719
Si 8.3929 2.5979 25.4515
Si 0.2769 5.2623 25.3847
Si 5.1951 5.668 25.6105
Si 3.1005 7.8461 25.9244
Si 8.1007 8.4292 25.3996
Si 1.3788 1.3987 26.6286
Si 6.7438 1.3465 26.6009
Si 4.0249 4.119 26.8766
Si 9.613 4.1213 26.7505
Si 1.2735 6.8081 26.8496
Si 6.9087 6.8394 26.714
Si 4.1916 9.624 26.8548
Si 9.5476 9.6536 26.7775
Si 2.7008 0.0426 28.0995
Si 8.1307 0.0487 28.1115
Si 0.0326 2.7253 28.1111
Si 5.4602 2.7088 28.1026
Si 2.7139 5.4884 28.2185
Si 8.2275 5.4647 28.1173
Si -0.0476 8.2663 28.1433
Si 5.5317 8.1437 28.1612
Si 4.1018 1.3673 29.501
Si 9.5708 1.3673 29.501
Si 1.3673 4.1018 29.501
Si 6.8362 4.1018 29.501
Si 4.1018 6.8362 29.501
Si 9.5708 6.8362 29.501
Si 1.3673 9.5708 29.501
Si 6.8362 9.5708 29.501
Si 0 0 30.8682
Si 5.469 0 30.8682
Si 2.7345 2.7345 30.8682
Si 8.2035 2.7345 30.8682
Si 0 5.469 30.8682
Si 5.469 5.469 30.8682
Si 2.7345 8.2035 30.8682
Si 8.2035 8.2035 30.8682
Si 1.3673 1.3673 32.2355
Si 6.8362 1.3673 32.2355
Si 4.1018 4.1018 32.2355
Si 9.5708 4.1018 32.2355
Si 1.3673 6.8362 32.2355
Si 6.8362 6.8362 32.2355
Si 4.1018 9.5708 32.2355
Si 9.5708 9.5708 32.2355
Si 2.7345 0 0.6835
Si 8.2035 0 0.6835
Si 0 2.7345 0.6835
Si 5.469 2.7345 0.6835
Si 2.7345 5.469 0.6835
Si 8.2035 5.469 0.6835
Si 0 8.2035 0.6835
Si 5.469 8.2035 0.6835
Si 4.1018 1.3673 2.0507
Si 9.5708 1.3673 2.0507
Si 1.3673 4.1018 2.0507
Si 6.8362 4.1018 2.0507
Si 4.1018 6.8362 2.0507
Si 9.5708 6.8362 2.0507
Si 1.3673 9.5708 2.0507
Si 6.8362 9.5708 2.0507
Si 0 0 3.418
Si 5.469 0 3.418
Si 2.7345 2.7345 3.418
Si 8.2035 2.7345 3.418
Si 0 5.469 3.418
Si 5.469 5.469 3.418
Si 2.7345 8.2035 3.418
Si 8.2035 8.2035 3.418
Si 1.3265 1.3104 4.8158
Si 6.8407 1.3274 4.7167
Si 4.07 4.1405 4.7083
Si 9.6102 4.0962 4.7704
Si 1.371 6.877 4.897
Si 6.9063 6.7998 4.7117
Si 4.0991 9.5288 4.8292
Si 9.6131 9.5779 4.8526
Si 2.6575 -0.0943 6.2293
Si 8.1979 0.0573 6.1513
Si -0.0966 2.6695 6.1819
Si 5.4159 2.6965 5.9374
Si 2.8342 5.4895 6.2029
Si 8.3011 5.5153 6.1135
Si -0.0163 8.2247 6.395
Si 5.5531 8.0942 6.0815
Si 3.8729 1.5877 7.2973
Si 9.0107 1.7939 7.5941
Si 1.6269 3.8044 7.2854
Si 6.824 4.0713 7.1498
Si 4.6986 6.3718 7.4734
Si 9.2887 7.0313 7.7064
Si 1.3064 9.6191 7.8454
Si 7.096 9.3184 7.3599
O 1.4015 4.1578 24.9002
O 6.9315 9.4888 24.9136
O 2.7619 2.7046 7.7756
O 8.1701 8.2193 7.9691
O 5.7549 5.1425 7.9079
O -2.3206 2.5193 18.6736
O 4.0893 6.8446 25.0996
O 9.4968 1.4738 24.9764
O 2.1751 8.5355 8.7424
O 0.9041 4.3473 8.6513
O 9.3672 1.1741 9.0846
O 6.479 10.0639 8.6714
O 4.602 1.0622 8.6563
O 4.4177 7.1818 8.8689
O 7.8683 2.9798 7.9134
O 9.6679 6.4549 9.2205
O 3.3068 2.5195 24.0194
O 4.8902 -0.3148 23.8456
O 7.8712 3.3962 24.1077
O 10.7816 6.0967 24.0495
O 8.8433 7.892 24.0353
O 0.0193 10.6158 23.9344
O 5.5864 4.8117 24.2945
O 0.9167 10.7492 21.3895
Si 4.1126 6.842 12.2114
Si 8.3682 -2.2213 14.6363
Si 5.2505 2.9583 13.3294
Si 6.7012 -3.8343 19.0048
Si 8.405 -9.4556 17.4427
Si 1.7261 -3.0451 18.3319
Si 0.8455 9.8721 22.7569
Si 11.7335 3.6671 10.1295
Si 5.3272 10.8309 9.5036
Si 2.6116 4.1497 12.4215
Si 13.3207 -5.3309 16.6022
Si -1.2905 3.1639 19.7645
Si 10.8764 1.3457 15.4738
Si 0.5223 -6.6768 14.5572
Si 6.474 0.4492 12.2487
Si 0.199 11.4079 20.0607
Si 14.2933 -5.9213 20.6759
Si 6.7641 -5.6728 11.9584
Si 5.4179 -1.9005 13.8706
Si 6.5692 3.9713 23.3137
Si 9.4819 0.1245 12.8256
Si 10.6942 0.7092 9.9318
Si 1.6613 -0.2509 17.4633
Si 4.0577 -3.0029 20.5638
Si 9.1683 -4.8412 13.5226
Si 0.8645 -5.7065 19.0688
Si 5.8229 2.5652 16.2399
Si 4.09 2.4831 22.5735
Si 4.6112 -0.3077 16.3866
Si 10.0352 7.2257 23.1276
Si 7.4265 -1.3307 17.3901
Si 9.4054 5.6416 10.6267
Si -2.6892 5.4218 21.2283
Si 3.8188 -0.5263 22.6179
Si 4.9498 4.9426 17.8268
Si 14.444 -2.6593 9.6525
O 1.6851 4.7104 17.7689
O 9.7641 -9.7413 16.6394
O 18.9869 0.8228 12.4685
O 5.9997 -1.0686 12.5913
O 2.8692 -2.71 19.4716
O 6.0445 6.1531 17.8487
O 3.7171 -4.4403 21.3241
O 4.3852 7.8735 13.4315
O -1.1985 6.4874 12.013
O 2.2156 4.0511 10.8463
O 14.5798 -7.1915 21.6537
O 4.8038 1.3045 16.3014
O 5.6429 1.3961 13.2551
O 4.2049 4.8815 19.2848
O 2.4112 9.8563 23.2873
O 10.3543 4.3124 10.7193
O 16.5931 3.5072 17.5568
O 7.9383 0.0523 18.1362
O 4.219 -1.7071 21.5645
O 7.3462 1.9903 16.3271
O 5.7125 2.6828 22.7759
O 5.8449 -1.0848 17.1206
O -3.3466 -2.6414 18.3354
O 1.2728 0.6252 18.8056
O -1.0248 -0.5631 19.8402
O 7.6066 5.6612 13.3049
O 7.814 5.216 10.6964
O 17.0452 -7.1339 12.2334
O 5.5775 3.4154 14.8673
O 9.9992 -6.0411 14.2449
O -1.8679 -1.3243 13.4625
O 3.1948 7.5946 11.0893
O 1.5313 -5.5926 15.251
O 14.6122 3.0378 12.9386
O 11.3192 -8.0259 15.4481
O 9.2137 -3.609 14.5849
O 6.7755 -2.5641 14.4847
O 9.3669 6.4271 21.8807
O -0.5827 0.9119 13.9762
O 0.1854 8.3609 22.6306
O 1.7475 4.9376 20.4077
O 7.6756 -4.766 19.9142
O 5.5215 -3.1381 19.8787
O 2.399 -3.7548 17.0199
O 0.9911 -1.7128 17.7779
O 3.2364 -5.3326 12.7816
O 3.769 0.9882 21.9469
O 10.6263 -8.9285 20.3742
O 10.4298 4.3976 19.0548
O 6.0502 0.6916 10.7082
O 5.5615 -4.6115 11.6327
O 12.1333 3.8587 13.1455
O -3.9323 -5.8339 22.2381
O 3.9438 5.1606 16.5533
O 8.8249 -7.0232 20.9543
O -2.515 -1.4845 16.0959
O 3.2645 -0.5114 17.275
O 11.6213 2.0355 10.1524
O 12.0932 0.4071 16.0463
O 4.2308 9.7094 9.9418
O 11.4843 -0.3595 8.9623
O 10.3175 0.0571 11.3994
O 4.564 -0.9577 14.8929
O 0.6169 6.8509 18.9532
H -1.7788 -0.3499 19.2503

Results
free energy: -134000.838 eV
free energy less fixed offsets of H -17.10, O -569.03, Si -635.61 eV per atom: -8.578 eV

Forces (eV/angstrom), in the order of the atoms: element, x, y, z
Si -0.0528 0.0115 -0.0426
Si 0.0065 -0.0472 -0.0578
Si 0.0018 0.0301 -0.0301
Si 0.0269 -0.0004 -0.0714
Si 0.0152 -0.0191 -0.0463
Si -0.0447 0.0034 -0.0362
Si 0.0545 -0.0617 -0.0191
Si -0.0012 0.0262 -0.0329
Si 0.0012 0.0035 0.0277
Si -0.0059 -0.0107 0.0319
Si -0.0002 -0.0266 -0.0056
Si 0.0035 0.0375 0.0009
Si 0.0019 -0.0117 0.0311
Si -0.0041 0.0006 0.0161
Si 0.0025 0.0441 0.0236
Si 0.019 -0.0227 -0.008
Si -0.0077 0.0163 -0.0017
Si -0.0001 -0.0016 0.0045
Si 0.0038 -0.005 0.0075
Si 0.013 -0.0131 -0.0024
Si -0.0061 0.0038 -0.0292
Si -0.0081 0.0031 0.0035
Si -0.0115 -0.0003 -0.0017
Si -0.0113 0.012 -0.0285
Si -0.0594 0.0029 -0.1211
Si -0.1122 0.1216 -0.2469
Si -0.347 -0.181 0.3633
Si 0.0615 -0.1518 -0.3427
Si 0.1794 0.0945 0.401
Si -0.0803 0.0626 -0.0207
Si 0.0934 0.1536 -0.124
Si 0.0438 0.1923 0.1408
Si -0.0431 -0.0189 -0.0304
Si -0.0672 -0.114 -0.0124
Si 0.0742 0.0547 -0.0112
Si 0.0576 0.0494 -0.0044
Si 0.0151 -0.0695 0.0068
Si -0.0489 -0.0355 -0.0016
Si 0.0974 0.0568 -0.0056
Si 0.0267 -0.006 -0.0037
Si -0.0117 0.0325 -0.0022
Si -0.0128 -0.0022 -0.0193
Si 0.0087 -0.0324 0.0157
Si -0.0539 0.0323 0.0107
Si -0.0356 -0.0003 -0.0197
Si 0.005 -0.0017 0.003
Si 0.006 0.0586 0.0061
Si 0.0069 -0.0111 0.0196
Si 0.0121 -0.037 0.0002
Si -0.0287 0.0297 0
Si -0.017 0.0319 -0.0087
Si 0.0397 0.0244 0.0033
Si 0.0452 -0.0272 -0.0042
Si 0.0042 -0.0493 0.0164
Si 0.0486 -0.0456 -0.0086
Si -0.0206 -0.002 -0.0106
Si -0.0627 -0.0672 0.0317
Si -0.0192 0.0037 0.0257
Si 0.0091 -0.0187 0.0043
Si -0.0609 -0.0124 -0.027
Si 0.0455 -0.0109 0.0239
Si 0.0768 0.1431 0.0141
Si -0.0451 0.0376 0.0198
Si -0.0323 -0.0323 -0.0001
Si 0.0049 -0.3283 -0.092
Si -0.2943 -0.4382 -0.1034
Si -0.455 -0.196 0.0547
Si 0.0738 0.1282 -0.0955
Si 0.395 0.2427 0.3067
Si 0.1664 0.0155 -0.4967
Si -0.1644 -0.0442 0.3184
Si 0.4567 0.3595 -0.0591
Si -0.0031 0.0062 0.0089
Si 0.0143 -0.0049 -0.0002
Si -0.0141 0.0021 0.0112
Si -0.003 -0.0003 -0.0084
Si 0.0063 0.0023 -0.0058
Si 0.0067 0.0061 0.0031
Si -0.0145 -0.0046 0.0101
Si 0.0116 -0.0138 0.0034
Si -0.0113 -0.0023 -0.0071
Si 0.0061 -0.0025 -0.0041
Si -0.0359 -0.0039 0.0095
Si 0.0236 0.009 0.0071
Si 0.0136 -0.0064 -0.0052
Si 0.0044 0.0016 0.0085
Si 0.009 -0.0009 -0.0274
Si 0 0.0257 0.0052
Si -0.0057 0.0209 0.0426
Si -0.0281 0.0163 0.0179
Si 0.0274 -0.0033 0.0264
Si -0.0215 0.0013 -0.0113
Si 0.0347 -0.0216 0.0359
Si -0.0286 0.0131 0.0522
Si 0.0084 0.0055 0.056
Si -0.0016 -0.015 0.032
O -0.0073 0.0014 -0.0131
O -0.0043 0.0112 -0.0152
O -0.0033 -0.0042 0.0338
O 0.0143 -0.0148 0.0271
O -0.0213 0.0279 0.0179
O 0.0191 -0.0102 -0.0011
O -0.0003 0.0015 -0.015
O -0.0023 0.0047 -0.0193
O 0.0064 0.0249 -0.0021
O 0.0173 -0.0169 0.0022
O 0.0157 0.0157 -0.0142
O -0.0022 -0.0086 -0.0082
O -0.0072 -0.0175 -0.0097
O -0.0151 -0.0106 -0.0121
O 0.0294 -0.0278 0.0375
O -0.0126 0.0022 -0.0136
O -0.0034 0.0135 0.002
O 0.0096 0.0007 0.0185
O -0.0197 -0.0189 0.0083
O -0.0076 -0.0038 0.0106
O 0.0035 -0.0024 0.0047
O 0.0117 0.0103 0.0194
O 0.0175 0.0064 0.0057
O 0.0044 0.0013 0.0095
Si -0.0011 0.0044 -0.0006
Si 0.0041 -0.0036 0.0034
Si -0.0012 0.0031 -0.001
Si 0.0065 0.0031 -0.0012
Si -0.0017 -0.0017 0.0061
Si -0.0023 0.0028 0.0007
Si 0.0003 -0.0058 -0.0164
Si 0.0094 0.0028 -0.0122
Si -0.0043 0.006 -0.0129
Si -0.0024 -0.0013 -0.009
Si 0.0035 -0.0006 -0.0039
Si -0.0029 -0.0006 0.0064
Si 0.0058 -0.0008 0.0002
Si -0.001 -0.0012 0.0004
Si -0.0026 0.0025 -0.0085
Si 0.0022 0.0029 0.0083
Si -0.0048 -0.0035 -0.0033
Si -0.0003 0.0005 -0.0094
Si -0.0039 -0.0033 -0.0007
Si -0.0061 0.0095 0.0054
Si 0.0018 0.001 -0.0006
Si 0.0072 0.005 0.0065
Si 0.0011 -0.001 0.002
Si 0.0019 -0.0014 -0.0116
Si 0.0016 -0.0003 0.0036
Si -0.0031 -0.0005 0.0052
Si -0.0019 0.0041 0.0014
Si 0.0095 0.0079 0.0048
Si -0.0063 -0.0017 0.0012
Si -0.0057 -0.0036 -0.0052
Si 0.0067 -0.0016 0.0074
Si -0.004 -0.0071 0.0009
Si -0.0036 -0.0024 0.0049
Si -0.0011 -0.0024 0.0019
Si 0.0033 -0.0028 -0.0008
Si 0.0071 0.003 0.0008
O -0.0004 0.0332 0.0008
O -0.0108 0.0078 0.0026
O 0.0006 -0.0102 -0.0016
O -0.0101 0.007 0.0111
O 0.0019 -0.0179 -0.0009
O -0.0104 -0.0016 0.0238
O 0.0063 0.0022 -0.0171
O 0.0142 -0.0041 -0.0166
O -0.0215 -0.0244 0.0074
O -0.002 -0.002 0.0154
O 0.0038 -0.0063 0.0027
O 0.0243 -0.0009 -0.0061
O 0.012 -0.0006 -0.0155
O 0.0001 0.0086 0.0031
O 0.0072 0.0045 -0.0228
O -0.0102 0.0141 -0.0052
O -0.0099 0.0096 -0.0164
O 0.0064 0.0059 -0.021
O -0.019 0.013 0.0088
O -0.0089 -0.0048 0.0161
O -0.0183 0.0092 0.0047
O 0.0005 0.0082 -0.0078
O -0.0183 0 -0.0088
O -0.0117 -0.0121 0.0042
O -0.0194 0.0311 -0.0284
O 0.017 0.0021 -0.0249
O 0.0203 0.0143 0.0334
O -0.0105 0.009 0.0191
O 0.0016 -0.0238 0.0048
O 0.011 0.0056 -0.0096
O -0.0044 0.0157 0.0111
O 0.019 0.0014 0.0018
O -0.0097 -0.0162 0.0113
O 0.0066 0.0178 -0.0016
O -0.0027 -0.0033 -0.0159
O -0.0189 -0.0004 -0.013
O -0.0011 0.0007 -0.0019
O -0.0076 -0.0039 0.0158
O -0.0085 -0.0061 0.0075
O -0.0085 0.0022 0.0136
O 0.0098 0.015 -0.0322
O -0.0101 0.0041 0.0071
O -0.0052 -0.0174 -0.0075
O -0.0193 -0.0204 0.0243
O 0.0245 0.0013 0.004
O 0.005 -0.0059 -0.0159
O 0.0046 0.0003 0.0048
O -0.012 -0.0102 -0.0203
O 0.0153 -0.0053 0.0063
O 0.0046 -0.012 0.0214
O -0.0063 -0.0119 0.0246
O 0.0081 0.0117 0.0232
O 0.0165 -0.0053 -0.0056
O -0.007 0.007 0.025
O 0.0035 0.005 -0.0159
O -0.0066 -0.0046 0
O -0.0065 -0.0004 -0.0026
O -0.0218 -0.0031 -0.0008
O -0.0022 0.0044 0.0108
O -0.0003 -0.0099 -0.0053
O -0.0011 -0.012 -0.0067
O -0.0046 0.0176 -0.0066
O 0.0152 0.0049 0.0049
O 0.0312 -0.0144 -0.0139
H 0.0253 -0.0108 0.0234

The program warned: the cutoff lies below the one the program advises for these potential files; the forces do not sum to zero within the program's tolerance; the exchange-correlation potential is rough where the density is thin.
